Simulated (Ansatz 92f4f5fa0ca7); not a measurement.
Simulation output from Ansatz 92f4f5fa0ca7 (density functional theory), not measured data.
Periodic cell of 273 atoms, Si162O105As6, from a study of silicon, its oxide and their interface. The atomic structure is a simulated model.
Doubt: the cutoff is low for norm-conserving oxygen, so forces and energies are approximate.
Doubt: the program's own warning below bears on the result.
This geometry differs little from another in the collection (a relaxation step or a small displacement).

Settings
functional: HSE06
potential files: SPMS norm-conserving
basis: plane waves
wave-function cutoff: 800 eV
density cutoff ratio: 4
exchange-correlation grid ratio: 1
k mesh: 1 x 1 x 1, Gamma-centred
occupations: fixed
spin: none
net charge: 0

Cell vectors (angstrom)
a  11.6015  0  0
b  0  13.3963  0
c  0  0  31.1303

Atoms: element, x, y, z (angstrom)
As  -0.0934  -0.0559  24.1419
Si  3.8167  -0.0475  24.3501
Si  7.6878  0.0481  24.5795
Si  1.7977  3.2195  24.0824
Si  5.8874  3.4602  24.4641
Si  9.4955  3.3815  24.4868
As  -0.1088  6.6948  24.145
Si  3.845  6.7247  24.1869
As  7.662  6.7237  24.3401
Si  1.7965  10.0343  24.38
Si  5.8532  10.1544  24.6301
Si  9.6383  9.8407  24.5043
Si  -0.1047  2.1796  25.0881
Si  3.8382  2.2631  24.9563
Si  7.676  2.2462  25.4348
Si  1.8594  5.5237  24.9474
Si  5.729  5.6595  25.2738
Si  9.6177  5.6275  25.2722
Si  -0.009  8.8176  25.2969
Si  3.8263  8.9629  25.0546
Si  7.6833  8.869  25.3911
Si  1.8299  12.2939  25.1788
Si  5.7357  12.3554  25.3779
Si  9.6397  12.1911  25.1557
Si  -0.0334  2.2342  27.495
Si  3.8378  2.2478  27.4333
Si  7.708  2.2403  27.7334
Si  1.9209  5.5469  27.4158
Si  5.7421  5.6044  27.6189
Si  9.6592  5.5881  27.6144
Si  0.01  8.8979  27.6313
Si  3.841  8.9283  27.4882
Si  7.7173  8.9212  27.7038
Si  1.903  12.2851  27.5549
Si  5.7566  12.3202  27.6935
Si  9.6472  12.2461  27.5478
Si  1.9156  1.1352  28.317
Si  5.7387  1.1556  28.3957
Si  9.6697  1.0947  28.3651
Si  0.0061  4.4568  28.333
Si  3.818  4.4521  28.3321
Si  7.703  4.5011  28.3876
Si  1.9468  7.7651  28.3364
Si  5.7531  7.8284  28.3861
Si  9.6698  7.81  28.4067
Si  -0.0139  11.1512  28.3636
Si  3.828  11.1491  28.3599
Si  7.7071  11.1772  28.3871
Si  1.9336  1.1164  30.7353
Si  5.8008  1.1164  30.7353
Si  9.6679  1.1164  30.7353
Si  0  4.4654  30.7353
Si  3.8672  4.4654  30.7353
Si  7.7343  4.4654  30.7353
Si  1.9336  7.8145  30.7353
Si  5.8008  7.8145  30.7353
Si  9.6679  7.8145  30.7353
Si  0  11.1635  30.7353
Si  3.8672  11.1635  30.7353
Si  7.7343  11.1635  30.7353
Si  0  0  0.3944
Si  3.8672  0  0.3944
Si  7.7343  0  0.3944
Si  1.9336  3.3491  0.3944
Si  5.8008  3.3491  0.3944
Si  9.6679  3.3491  0.3944
Si  0  6.6981  0.3944
Si  3.8672  6.6981  0.3944
Si  7.7343  6.6981  0.3944
Si  1.9336  10.0472  0.3944
Si  5.8008  10.0472  0.3944
Si  9.6679  10.0472  0.3944
Si  0.0496  0.0026  2.7695
Si  3.9231  0.0183  2.7265
Si  7.77  0.017  2.7516
Si  1.9646  3.3615  2.7761
Si  5.7929  3.3474  2.7295
Si  9.7064  3.3674  2.7746
Si  0.0461  6.6788  2.7367
Si  3.8829  6.7129  2.7568
Si  7.7788  6.7355  2.7845
Si  1.9866  10.0059  2.7761
Si  5.8309  10.0371  2.8086
Si  9.6674  10.059  2.7947
Si  0.0482  2.2398  3.5658
Si  3.8844  2.2259  3.58
Si  7.7375  2.266  3.4864
Si  1.974  5.5954  3.5974
Si  5.8238  5.5874  3.4324
Si  9.726  5.6124  3.5661
Si  0.0142  8.8989  3.4861
Si  3.9256  8.9015  3.67
Si  7.7548  8.9436  3.6999
Si  2.0271  12.2662  3.4512
Si  5.8405  12.2965  3.5295
Si  9.7022  12.3115  3.5792
Si  0.1079  2.2787  5.9389
Si  3.9523  2.2199  5.9633
Si  7.7194  2.2667  5.823
Si  2.0272  5.5818  5.9815
Si  5.8277  5.5103  5.7361
Si  9.8276  5.6079  5.9425
Si  0.0433  8.8767  5.8207
Si  4.0027  8.842  6.1247
Si  7.7616  8.9315  6.1668
Si  2.1309  12.24  5.7722
Si  5.8755  12.3786  5.8823
Si  9.7497  12.3476  5.9708
Si  2.0165  1.005  6.712
As  5.8958  1.1595  6.964
Si  9.6744  1.271  6.636
As  0.1354  4.4676  6.9856
As  3.9911  4.4521  6.8898
Si  7.8106  4.5238  6.5609
Si  1.9491  7.8612  6.8113
Si  5.9194  7.5281  6.9058
Si  9.7725  7.8562  6.8739
Si  0.1618  11.1484  6.3721
Si  4.0711  11.1318  6.7726
Si  7.7681  11.3087  6.7978
O  1.9477  0.6535  8.3302
O  4.3193  11.1192  8.4173
O  7.7461  4.8215  8.1853
O  9.8844  7.9728  8.5356
O  6.0597  6.8704  8.4693
O  1.7195  8.0251  8.4442
O  9.4344  1.7124  8.2041
O  0.5409  11.0333  7.9638
O  7.5639  11.7106  8.4059
O  6.2381  10.638  23.0922
O  3.885  13.1399  22.7088
O  6.3881  3.7784  22.9075
O  1.6272  2.9503  22.4366
O  9.0619  3.4355  22.8804
O  7.5805  0.2569  22.9557
O  1.5245  9.9974  22.7452
O  3.9905  6.7437  22.5065
O  9.7105  9.3772  22.9197
Si  3.3122  13.033  21.19
Si  11.8327  1.759  11.4867
Si  -0.8176  13.6232  15.6646
Si  7.2351  3.6414  11.3351
Si  8.8198  9.3292  14.8717
Si  10.407  0.9686  19.881
Si  1.7481  4.0319  18.3675
Si  8.8697  10.2836  11.9199
Si  4.874  -2.9727  12.6714
Si  3.5742  0.444  14.7212
Si  10.1649  6.7129  15.4326
Si  11.045  -0.9639  12.8913
Si  5.8419  7.1613  18.6375
Si  13.39  0.0042  9.8018
Si  7.7124  3.6086  21.978
Si  11.4829  11.1203  9.4145
Si  4.4482  -5.5941  21.3478
Si  1.486  2.2641  20.9545
Si  6.1914  -4.2358  16.3001
Si  -4.5389  5.8201  9.2666
Si  4.3989  4.9303  16.925
Si  9.2376  15.0455  9.8025
Si  1.6493  8.7415  9.9004
Si  8.4801  -1.4301  9.721
Si  9.4618  7.6825  10.0897
Si  2.038  -2.2202  13.7529
Si  6.3962  9.9497  21.6518
Si  -1.0525  11.9407  18.0484
Si  5.6305  -1.5777  15.3055
Si  1.36  2.4829  15.6657
Si  6.8426  3.471  15.8421
Si  3.8138  11.0278  9.9538
Si  5.5431  2.4129  13.5028
Si  10.987  6.2417  18.3526
Si  -2.4339  8.9024  21.4806
Si  1.1565  4.3523  13.1813
Si  5.8349  7.5791  13.6645
Si  3.9734  5.1482  13.9275
Si  8.0574  5.4521  13.7878
Si  7.478  -0.8611  17.4222
Si  8.6972  15.1103  17.4069
Si  13.7738  10.0631  21.2594
Si  11.4388  9.231  19.2922
Si  0.07  8.9753  14.446
Si  5.8447  -1.1437  19.8603
Si  7.8577  0.7009  21.4406
Si  8.4478  6.1971  20.2421
Si  0.2478  7.1291  11.9273
O  9.4212  0.5915  21.0964
O  7.0714  -1.0753  15.8642
O  10.8952  -0.4597  19.284
O  1.3334  -3.407  14.6741
O  -1.3353  9.1979  20.372
O  11.3192  -0.8031  16.787
O  6.4868  4.7864  10.41
O  1.2916  2.9726  17.2111
O  7.4453  2.2403  21.152
O  8.7011  13.5297  10.1065
O  4.4734  1.1828  13.5551
O  -1.2394  9.8545  14.8975
O  -0.0208  1.8451  20.5421
O  1.9438  3.3208  19.8123
O  7.2904  6.7211  19.2279
O  5.2052  -2.9586  16.0693
O  -0.1108  7.7871  18.5407
O  0.6445  5.2246  18.5079
O  9.6805  1.8532  18.6996
O  4.9473  10.9166  11.1175
O  3.6849  5.333  15.5177
O  1.5326  7.5671  11.0208
O  2.3581  0.9048  20.9289
O  11.5722  7.5517  15.2619
O  8.1968  2.741  10.3907
O  1.2017  9.5656  20.0775
O  7.6866  9.7596  15.9529
O  8.7635  7.3354  21.3641
O  2.6974  4.8044  13.0096
O  6.6193  2.2841  14.7332
O  3.0027  -0.9826  10.1943
O  6.235  2.555  12.0416
O  11.1901  0.552  12.3503
O  5.8414  8.4487  21.8492
O  0.8634  11.6616  12.7649
O  7.2541  6.8195  13.3508
O  3.2891  -2.966  13.061
O  6.0404  8.5583  17.8009
O  8.0345  3.0889  16.8829
O  7.4883  0.7148  17.7795
O  7.8571  11.1805  11.0054
O  11.1214  10.4485  18.2711
O  13.2255  1.2411  10.83
O  5.4597  3.7262  16.661
O  2.5749  11.605  20.9873
O  5.2624  6.1224  17.5636
O  5.5922  10.8254  20.5746
O  4.7577  7.221  19.8621
O  8.941  11.9036  17.7643
O  0.429  12.5243  9.9951
O  12.0045  5.7373  12.7591
O  12.2211  3.1183  12.2768
O  -2.6374  7.7867  15.3278
O  4.4932  13.1096  20.0778
O  7.2809  4.8299  15.0742
O  -2.4046  9.0052  10.9841
O  12.6665  3.7839  14.7177
O  11.5801  8.4082  12.9169
O  9.8902  11.2593  9.3077
O  4.9059  3.8632  13.7624
O  3.212  4.5805  17.9562
O  4.6272  13.0459  15.6644
O  3.3945  9.0127  21.2343
O  8.1541  6.7411  10.0245
O  7.9109  9.8518  21.1423
O  9.8345  5.9036  19.4459
O  0.3727  9.7488  10.1262
O  10.0667  11.3646  12.1643
O  0.2475  1.3765  15.341
O  7.0552  -0.3258  20.5188
O  5.5272  -4.4685  12.7898
O  -1.1145  12.7052  14.3801
O  8.046  4.4164  12.5302
O  9.6203  5.6707  14.2804
O  5.6101  11.4692  13.7012
O  -2.1315  1.0051  16.1777
O  10.3058  6.0317  16.8858
O  5.8263  8.0052  15.2279
O  10.6285  6.8979  10.8868
O  10.691  2.0587  10.3906
O  2.551  12.6241  14.3269
O  8.3279  9.7295  13.3597
O  4.6624  6.5021  13.3847
O  6.283  -1.4702  18.3394
O  7.9236  4.8453  20.9621
O  2.77  1.6944  15.3875
O  2.9586  9.6597  10.1062

Results
free energy: -81335.190 eV
free energy less fixed offsets of As -2657.37, O -447.96, Si -113.29 eV per atom: -2.190 eV
gap between the highest filled and lowest empty level on this k mesh: 1.530 eV

The program warned: the cutoff lies below the one the program advises for these potential files; the model core charge is not resolved on the grid; the forces do not sum to zero within the program's tolerance; the exchange-correlation potential is rough where the density is thin.
